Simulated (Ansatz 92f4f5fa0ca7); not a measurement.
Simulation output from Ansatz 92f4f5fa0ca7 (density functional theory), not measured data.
Periodic cell of 215 atoms, Si128O87, from a study of silicon, its oxide and their interface. The atomic structure is a simulated model.
This geometry differs little from another in the collection (a relaxation step or a small displacement).

Settings: functional r2SCAN; potential files Ansatz PAW; basis plane waves; wave-function cutoff 800 eV; density cutoff ratio 5; exchange-correlation grid ratio 1; k mesh 1 x 1 x 1, shifted by 0.5 0.5 0 of a step; self-consistency stop 1e-10 eV per atom in the density residual; occupations fixed; spin none; net charge 0.

Cell vectors (angstrom)
a	10.88	0	0
b	0	10.88	0
c	2.9433	1.9962	31.3627

Atoms: element, x, y, z (angstrom)
Si	-0.0684	10.9676	15.5418
Si	4.2176	2.2021	-5.2387
Si	-0.3867	2.3343	-2.864
Si	5.1928	8.3732	-5.515
Si	-1.1352	7.0256	-4.5893
Si	1.9377	9.5438	-2.6306
Si	3.9453	7.4893	-3.0321
Si	1.7918	6.3365	-5.1697
Si	4.4803	7.0953	1.3734
Si	6.6421	9.3191	1.5571
Si	4.1385	1.5071	1.3713
Si	7.3879	4.6753	1.4691
Si	-1.8099	6.4911	1.6389
Si	1.0215	9.3007	1.3144
Si	9.4099	11.9682	1.5359
Si	1.1649	3.9175	1.2037
Si	2.7158	8.1634	2.5752
Si	5.4307	10.9485	2.7269
Si	2.6892	2.8061	2.6703
Si	5.578	5.5462	2.7837
Si	8.0682	8.1145	3.0043
Si	10.8974	10.7828	2.8765
Si	8.2055	13.6468	2.6897
Si	-0.0478	5.3607	2.6833
Si	1.3869	6.7662	3.9575
Si	4.0198	9.5594	4.0459
Si	1.3938	1.3813	4.0971
Si	4.1188	4.1224	4.0045
Si	6.7503	6.8037	4.3609
Si	9.5193	9.4915	4.2135
Si	6.8077	12.2996	4.0521
Si	9.5664	4.0273	4.1556
Si	2.7317	5.4432	5.3682
Si	5.3445	8.222	5.5301
Si	2.7172	0.0115	5.4734
Si	5.4285	2.7405	5.4022
Si	8.1948	5.3951	5.5459
Si	0.0456	8.0932	5.4179
Si	8.1397	10.9185	5.4445
Si	0.0253	13.563	5.51
Si	4.0058	6.7848	6.8107
Si	6.7975	9.57	6.8174
Si	4.107	1.3836	6.7975
Si	6.7714	4.0395	6.8286
Si	-1.2957	6.7941	6.8301
Si	1.3347	9.4922	6.7944
Si	-1.3829	12.2177	6.8333
Si	1.4084	4.0992	6.7903
Si	2.6644	8.1284	8.1672
Si	5.4725	10.9334	8.1771
Si	2.7534	2.7421	8.1645
Si	5.393	5.4173	8.1499
Si	8.2039	8.1938	8.1386
Si	-0.0431	10.831	8.1663
Si	8.134	2.6913	8.1839
Si	0.0673	5.4584	8.1778
Si	1.3648	6.8054	9.6261
Si	4.0821	9.5064	9.3951
Si	1.3452	1.3509	9.4273
Si	4.0796	4.0758	9.6088
Si	6.8071	6.8013	9.3901
Si	9.5118	9.5149	9.6189
Si	6.8104	12.2487	9.6192
Si	9.5259	4.097	9.4252
Si	2.7366	5.4497	11.0045
Si	5.4534	8.1574	10.7083
Si	2.7091	10.8295	10.713
Si	5.4511	2.7195	11.0014
Si	8.1466	5.45	10.7354
Si	-0.008	8.1502	11.0108
Si	8.148	10.8824	11.0102
Si	-0.0138	2.7361	10.7462
Si	4.2264	6.8543	12.2122
Si	6.6887	9.4504	12.2207
Si	4.0193	12.1046	12.1619
Si	6.89	4.1592	12.2481
Si	-1.4618	6.7327	12.2298
Si	1.4586	9.5514	12.2458
Si	9.5788	12.3332	12.2355
Si	1.2738	4.0381	12.2333
Si	3.2612	8.5976	13.4678
Si	4.9184	10.3555	13.5111
Si	2.2405	2.1983	13.3317
Si	5.9783	5.9111	13.5288
Si	-3.2283	7.7175	13.4686
Si	0.528	11.4035	13.3544
Si	8.6544	3.2393	13.5171
Si	-0.5216	4.9691	13.4642
Si	8.5388	8.2173	18.8434
Si	2.2753	10.1427	19.8616
Si	9.2394	8.4182	16.0207
Si	2.8147	7.4549	15.4776
Si	1.9731	12.0506	21.8787
Si	1.1664	5.3181	20.6333
Si	8.9582	1.5515	-6.215
Si	8.4543	10.147	0.3299
Si	6.1195	6.5416	18.264
Si	4.5795	3.3153	-8.0825
Si	8.6873	4.1666	-4.3904
Si	0.0377	5.9333	15.515
Si	8.1142	1.7019	16.1614
Si	1.8632	5.0382	-0.8566
Si	-0.0241	8.0763	20.6013
Si	5.277	11.2521	15.6935
Si	1.7709	11.0844	-0.0749
Si	-0.9384	8.2479	0.3026
Si	-0.186	7.4149	-1.729
Si	8.5651	2.9681	18.9869
Si	3.9359	2.3271	15.9422
Si	1.9467	3.6703	-3.7591
Si	2.8298	10.3557	-5.4433
Si	0.2195	1.992	0.2307
Si	0.5198	11.3695	-7.2697
Si	4.1519	8.9988	17.7086
Si	8.2394	11.2969	-2.6622
Si	3.4944	3.6504	21.4107
Si	6.1744	4.4814	20.4883
Si	5.1267	5.2794	15.6534
Si	4.038	5.7624	-0.5387
Si	8.4041	9.4678	21.5462
Si	6.3741	2.9121	-3.2617
Si	7.2196	2.0015	-8.7587
Si	4.0219	6.3606	-7.3456
Si	-1.1926	1.4058	21.416
Si	7.9342	9.6082	-5.0726
Si	0.2194	4.192	18.0562
Si	5.3812	3.8143	-0.5143
Si	1.7085	1.458	17.7093
O	8.2984	10.7756	-1.1638
O	2.1033	4.1423	-2.2194
O	8.4214	1.8271	-7.7147
O	5.3691	3.3108	-2.0663
O	-0.3973	9.3719	15.6076
O	8.1689	2.9026	15.0623
O	2.8041	6.8656	-4.0139
O	2.9516	8.3936	16.7962
O	-1.1289	6.8853	16.1331
O	1.0016	2.3529	-3.7027
O	-1.0712	8.632	21.723
O	8.6632	8.9845	17.4225
O	3.3162	11.4177	0.3394
O	0.6798	8.5936	-2.4033
O	3.2893	8.7397	-2.2329
O	6.0893	5.6816	16.8942
O	-1.1207	3.7219	-3.2735
O	3.8769	9.2257	-5.9354
O	-0.2233	2.4509	-1.28
O	5.5818	8.2382	0.869
O	-0.3194	1.333	-6.1859
O	3.1637	2.0917	17.359
O	5.653	5.6998	19.5514
O	8.6106	2.9132	-5.4305
O	1.108	5.1323	19.0239
O	7.6401	6.9235	18.5797
O	9.3506	1.8724	19.8932
O	7.7392	10.0257	-3.5244
O	-1.3951	11.751	16.0323
O	2.556	6.4712	-6.6192
O	6.5565	9.1699	-5.7962
O	6.8608	11.6159	15.8363
O	7.2627	1.6871	-2.7197
O	5.0079	2.5612	0.4605
O	1.7968	10.853	-1.7039
O	4.8144	3.6944	15.8702
O	2.6717	5.0146	21.1312
O	4.1771	2.3544	-6.8499
O	0.9678	1.5483	-8.4022
O	1.9363	9.8812	-4.2004
O	8.0532	8.4136	14.9155
O	3.5286	9.4624	19.1176
O	0.032	4.3198	21.2078
O	0.3707	4.7592	16.5595
O	1.3172	6.8963	15.2922
O	6.6626	4.9994	21.9424
O	-1.2006	11.8483	-3.209
O	7.9621	2.2642	17.6582
O	5.2434	7.8707	18.0413
O	1.7751	11.3936	18.9895
O	5.1655	8.0176	-3.9425
O	0.7434	6.1517	-1.28
O	9.0527	5.6073	-5.048
O	1.8316	10.6865	-6.6603
O	0.3803	7.1383	-5.1944
O	-1.1643	6.969	-2.9592
O	4.5337	6.4457	-1.9724
O	7.3589	3.6355	19.8086
O	4.316	4.8095	-7.5896
O	0.7023	2.6597	18.0229
O	3.685	11.6079	-4.9284
O	-0.9004	7.6593	19.3057
O	4.8696	3.5401	20.5889
O	8.7462	11.0273	21.7624
O	5.6917	2.3755	-4.6298
O	2.5057	2.4364	21.0127
O	2.7307	2.5215	14.8622
O	3.7507	6.144	15.7336
O	8.9538	8.3395	-5.1501
O	5.1419	7.0037	-6.373
O	0.3702	11.913	21.6659
O	1.1682	11.3948	16.4993
O	-1.323	4.1595	18.522
O	4.849	10.216	16.8921
O	7.2387	4.2218	-3.6693
O	-0.4761	10.2656	-7.9564
O	6.8913	4.2911	-0.0712
O	2.6901	10.7113	21.3146
O	9.321	2.6259	22.4151
O	6.1664	3.1585	-8.3844
O	1.3674	4.829	-4.7399
O	1.0324	9.1597	20.0778
O	7.9393	9.1885	19.9993
O	0.8029	6.8073	21.1279
O	4.2557	7.0677	-8.8074
O	8.3395	11.0077	-5.7784
O	3.3426	3.2906	-4.4508

Results
free energy: -131496.261 eV
free energy less fixed offsets of O -570.45, Si -639.56 eV per atom: -3.431 eV

Forces (eV/angstrom), in the order of the atoms: element, x, y, z
Si	-0.0022	-0.0071	-0.1183
Si	-0.005	-0.0206	-0.2047
Si	-0.0164	0.0049	-0.177
Si	0.0027	-0.0291	-0.1752
Si	-0.0088	0.0166	-0.1627
Si	0.0338	-0.0192	-0.1673
Si	-0.0014	0.0411	-0.183
Si	0.0273	0.0078	-0.1852
Si	-0.0005	-0.0038	-0.0216
Si	-0.0036	-0.0039	-0.0113
Si	0.0055	0.0098	-0.0472
Si	-0.0125	-0.0071	-0.0382
Si	0.0002	0.0043	0.0034
Si	-0.005	0.0005	0.0084
Si	0.0018	-0.0011	0.0024
Si	0.002	0.0025	0.0057
Si	-0.0034	0.002	-0.0006
Si	-0.0012	-0.0024	0.0003
Si	-0.0107	0.002	0.0027
Si	0.0033	0.0029	0.0058
Si	-0.0011	-0.0054	0.0035
Si	-0.0014	-0.002	-0.0007
Si	0.0028	-0.0031	-0.0005
Si	0.0039	-0.0087	-0.001
Si	-0.0003	0.0006	-0.0006
Si	-0.0018	0.0009	-0.0005
Si	0.0023	-0.0007	-0.001
Si	0.0013	0.0002	-0.0028
Si	-0.0002	-0.0034	-0.0003
Si	0.0004	0.0015	-0.0038
Si	0.0007	0.002	-0.0002
Si	-0.0015	0.0023	-0.0006
Si	0.0014	0.0012	0.0005
Si	-0.0015	0.0001	0.0006
Si	0.0008	-0.0001	0.0003
Si	0.0009	-0.0001	0.0002
Si	0.001	0.0004	-0.0006
Si	0.0002	0.0003	0.0014
Si	-0.0012	0.0007	-0.0002
Si	0.0006	0.0008	0.0006
Si	-0.0009	0.0001	0.0018
Si	-0.0009	0.0012	0.0008
Si	0	0.0007	0.001
Si	-0.0015	-0.001	0.001
Si	0.0008	0	0.0012
Si	0.0009	-0.0009	0.0012
Si	0.0006	-0.0004	0.0011
Si	0.0006	-0.0002	0.0013
Si	0.0001	0	0.0016
Si	0.0003	0.0007	0.0014
Si	-0.0004	0.0001	0.0017
Si	-0.0017	-0.0003	0.0002
Si	-0.0002	0.0009	0.0007
Si	-0.0002	0.001	0.0014
Si	0	-0.0004	0.0008
Si	0.0006	0.0001	0.0004
Si	-0.0001	0.0008	0.0003
Si	-0.0003	0.0007	-0.0008
Si	-0.0005	-0.0012	-0.0007
Si	-0.0003	-0.0001	0.0022
Si	-0.0015	0.0005	0
Si	-0.0007	0.0004	0.001
Si	-0.001	0.0006	0.0008
Si	0.0004	0.0007	0.0002
Si	-0.0011	0.0004	0.0008
Si	-0.0001	0.0018	0.0007
Si	0.0018	0.0007	-0.0001
Si	0.0006	0.0015	0.0001
Si	-0.0014	0.0009	0.0012
Si	0.0016	-0.0003	0.0004
Si	0.0009	0.0006	-0.0008
Si	0	0.0006	0.0007
Si	-0.0058	-0.0029	0.0024
Si	0.0074	0.0012	0.0009
Si	-0.0027	0.0075	0.0018
Si	0.001	-0.0069	0.0014
Si	-0.0009	0.0059	0.0033
Si	-0.0022	-0.0042	0.0002
Si	-0.0082	0.0022	0.0017
Si	0.0072	-0.001	0.0037
Si	0.006	0.0049	0.0033
Si	-0.006	0.0009	0.0068
Si	-0.0116	-0.0075	-0.0452
Si	0.0056	0.0035	-0.0027
Si	-0.0084	-0.014	-0.0406
Si	0.0019	0.0043	0.0006
Si	0.0133	0.0098	-0.0437
Si	-0.0038	-0.0034	-0.0026
Si	-0.0164	-0.0184	-0.2112
Si	0.0341	-0.0026	-0.2062
Si	0.0077	-0.0135	-0.1578
Si	-0.0008	-0.0045	-0.1136
Si	-0.0126	-0.0484	-0.2124
Si	0.0026	0.0301	-0.1871
Si	0.0191	-0.0141	-0.2251
Si	-0.0095	0.0306	-0.0817
Si	-0.0189	0.0151	-0.1931
Si	0.008	0.0016	-0.2378
Si	-0.0122	-0.0251	-0.153
Si	0.0038	0.018	-0.1269
Si	-0.0007	-0.009	-0.1706
Si	-0.0099	-0.0103	-0.1061
Si	0.0156	0.0012	-0.1639
Si	-0.0125	0.0162	-0.0992
Si	0.0108	-0.0112	-0.085
Si	0.0092	-0.0046	-0.0089
Si	0.0025	-0.0012	-0.1589
Si	-0.0054	-0.0022	-0.2132
Si	0.015	-0.0008	-0.1061
Si	0.0235	-0.0101	-0.1841
Si	-0.0005	0.0272	-0.1947
Si	-0.0198	0.0155	-0.0725
Si	-0.0374	0.0077	-0.2273
Si	0.0001	0.0163	-0.1871
Si	-0.0156	0.0035	-0.1801
Si	-0.0048	0.0231	-0.1941
Si	0.0052	0.0139	-0.2236
Si	-0.0217	-0.0061	-0.1251
Si	0.018	0.0197	-0.0597
Si	0.0571	-0.002	-0.2162
Si	0.0139	-0.0084	-0.1782
Si	-0.0191	-0.0175	-0.2128
Si	0.0488	-0.0266	-0.2339
Si	-0.009	-0.002	-0.1884
Si	-0.0112	0.025	-0.1703
Si	0.0089	-0.017	-0.1994
Si	-0.0021	-0.0164	-0.1111
Si	0.028	0.0024	-0.1896
O	0.0154	-0.0455	0.1497
O	0.0043	0.0425	0.1427
O	0.0506	-0.0111	0.1515
O	-0.0303	0.0332	0.1217
O	-0.0251	-0.0178	0.0524
O	-0.0137	-0.0319	0.0948
O	0.0303	0.0182	0.1014
O	0.0228	0.0296	0.1093
O	-0.0119	0.0204	0.0632
O	-0.0149	0.0027	0.07
O	-0.0339	0.0159	0.0869
O	-0.0137	-0.0059	0.1326
O	0.0128	0.0098	0.0366
O	-0.0282	-0.0237	0.08
O	-0.0133	0.0067	0.0511
O	0.0226	0.0324	0.1347
O	0.0286	-0.0201	0.0741
O	-0.0017	0.0038	0.064
O	0.0245	-0.0116	0.1432
O	0.0057	0.0059	0.0215
O	-0.0304	0.0235	0.0943
O	-0.0576	-0.0091	0.0931
O	0.0062	-0.0541	0.119
O	-0.0017	0.0663	0.1106
O	0.0227	0.0257	0.1334
O	0.0177	0.0132	0.0618
O	0.029	-0.0358	0.1287
O	0.0117	0.0312	0.1128
O	-0.0225	0.0142	0.0611
O	-0.0622	0.0018	0.1229
O	0.0131	0.0011	0.0664
O	0.0288	0.0133	0.0482
O	0.0118	-0.0162	0.0609
O	-0.0135	-0.0266	0.0494
O	-0.0134	0.0252	0.1049
O	-0.0013	0.0005	0.0402
O	0.0236	-0.0236	0.0696
O	-0.0157	-0.0359	0.163
O	0.0079	-0.035	0.1433
O	-0.0257	-0.0304	0.1416
O	0.0339	0.0177	0.0902
O	-0.0473	0.0258	0.1121
O	-0.0403	-0.0298	0.117
O	0.0052	-0.0417	0.1321
O	-0.0139	-0.0089	0.0432
O	0.0468	0.0291	0.1654
O	0.0001	0.0034	0.0705
O	0.0181	0.0446	0.1422
O	0.0249	-0.0261	0.0632
O	0.0064	-0.0451	0.1255
O	-0.0311	-0.0256	0.1129
O	0.0044	-0.0072	0.0585
O	0.0068	0.0013	0.0579
O	0.0648	-0.0329	0.1153
O	-0.0192	-0.0023	0.0635
O	0.0242	0.0139	0.1446
O	-0.0071	-0.053	0.1156
O	-0.0437	0.0285	0.094
O	-0.0133	0.03	0.0792
O	-0.0218	0.0279	0.0674
O	-0.0001	0.001	0.0598
O	0.0307	0.0041	0.0936
O	-0.0353	-0.0139	0.0795
O	-0.0127	-0.0089	0.0652
O	0.035	0.0139	0.0986
O	0.0053	0.0006	0.0798
O	0.0335	0.0021	0.0864
O	-0.0003	-0.0073	0.0524
O	0.0177	-0.0275	0.0622
O	0.0149	0.0498	0.1119
O	0.0098	0.0114	0.0644
O	0.0339	0.0308	0.1058
O	-0.0192	-0.0059	0.072
O	-0.0232	-0.0526	0.0982
O	-0.0194	-0.0071	0.0615
O	0.0367	0.0311	0.1347
O	0.0289	0.0138	0.0595
O	-0.0036	0.0463	0.1161
O	0.0051	0.0439	0.0886
O	-0.025	0.0128	0.0783
O	-0.0022	-0.0316	0.0766
O	-0.0316	-0.0206	0.0651
O	-0.0002	0.0347	0.1359
O	0.004	-0.0126	0.0593
O	-0.0553	-0.0292	0.151
O	-0.0196	-0.0504	0.0899
O	-0.0399	0.0287	0.0856

The program warned: the cutoff lies below the one the program advises for these potential files; the forces do not sum to zero within the program's tolerance; empty levels may hold ghost states of the PAW files; the exchange-correlation potential is rough where the density is thin.
